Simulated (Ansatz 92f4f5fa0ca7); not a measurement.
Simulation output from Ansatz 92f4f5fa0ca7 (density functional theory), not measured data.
Periodic cell of 234 atoms, Si134O100, from a study of silicon, its oxide and their interface. The atomic structure is a simulated model.

Settings: functional PBE; potential files Ansatz PAW; basis plane waves; wave-function cutoff 700 eV; density cutoff ratio 5; exchange-correlation grid ratio 2; k mesh 2 x 2 x 1, shifted by 0.5 0.5 0.5 of a step; self-consistency stop 5e-08 eV per atom in the density residual; occupations Fermi-Dirac, 0.05 eV; spin none; net charge 0.

Cell vectors (angstrom)
a 11.5983 0 0
b 0 15.4644 0
c -0.815 -4.7873 23.0223

Atoms: element, x, y, z (angstrom)
Si 2.6544 1.7207 -0.7936
Si 2.5169 4.9238 -0.5841
Si 2.5201 9.6144 -0.3681
Si 2.5745 12.7035 -0.3917
Si 6.196 2.097 -0.5067
Si 6.4073 5.3111 -0.5422
Si 6.1839 9.7697 -0.5059
Si 6.321 12.7991 0.0701
Si 10.1509 2.0239 -0.8082
Si 10.1455 5.2363 -0.7068
Si 10.2361 9.7282 -0.0614
Si 10.0598 12.8811 -0.031
Si 4.3542 1.5757 0.8567
Si 4.4137 5.5029 0.7568
Si 4.4037 9.415 1.0222
Si 4.3056 12.9997 1.1878
Si 8.2635 1.6325 0.6531
Si 8.3148 5.4888 0.8039
Si 8.1268 9.2414 0.8838
Si 8.203 13.1913 1.3285
Si 12.1567 1.5608 0.5254
Si 12.1353 5.3923 0.7
Si 12.231 9.2484 1.044
Si 12.2128 13.2147 0.8948
Si 4.3953 3.5664 2.1644
Si 4.3841 7.3969 2.2299
Si 4.3726 11.1621 2.5864
Si 4.3495 15.0886 2.2493
Si 8.2808 3.528 2.1135
Si 8.2528 7.3396 2.2486
Si 8.2151 11.1269 2.4313
Si 8.2237 15.2659 2.2713
Si 12.139 3.4728 2.073
Si 12.1724 7.2684 2.2656
Si 12.1659 11.2397 2.3579
Si 12.1247 15.1979 2.1132
Si 2.4543 3.5789 3.5233
Si 2.4926 7.3551 3.6709
Si 2.4011 11.1718 3.8659
Si 2.392 15.1484 3.5526
Si 6.3449 3.5329 3.5217
Si 6.3273 7.3514 3.6266
Si 6.3463 11.1974 3.8817
Si 6.29 15.1478 3.611
Si 10.2178 3.4989 3.4809
Si 10.195 7.3473 3.6288
Si 10.2024 11.1808 3.7568
Si 10.2064 15.1317 3.5412
Si 2.4306 1.641 4.8361
Si 2.5644 5.4411 5.0366
Si 2.4427 9.2107 5.2092
Si 2.3223 13.2322 5.0037
Si 6.3255 1.6263 4.8924
Si 6.2927 5.4054 4.9551
Si 6.3912 9.2143 5.1432
Si 6.3372 13.2421 5.0676
Si 10.2005 1.6013 4.8571
Si 10.2055 5.3706 4.9398
Si 10.1644 9.2398 5.1325
Si 10.1849 13.1873 5.0288
Si 4.3629 1.7416 6.1607
Si 4.5027 5.4822 6.5076
Si 4.4942 9.2585 6.5281
Si 4.2895 13.2418 6.276
Si 8.2801 1.549 6.2106
Si 8.2159 5.2797 6.283
Si 8.2641 9.2243 6.6066
Si 8.2897 13.2077 6.4709
Si 12.1163 1.5791 6.2001
Si 12.1702 5.3896 6.2933
Si 12.0408 9.2055 6.556
Si 12.0579 13.2111 6.4827
Si 4.3838 3.4782 7.7743
Si 4.6387 7.4019 8.0377
Si 4.3687 11.3502 7.6842
Si 4.3659 15.2787 7.3961
Si 8.1525 3.3474 7.6583
Si 8.3464 7.0649 7.759
Si 8.1253 11.3528 8.0258
Si 8.3924 15.2181 7.7163
Si 12.1575 3.4494 7.5639
Si 12.1199 7.1545 7.8326
Si 12.0126 11.2277 7.871
Si 12.0562 15.26 7.7208
Si 2.3822 3.2363 9.0708
Si 2.5011 7.5245 9.0936
Si 2.4533 10.7215 8.9771
Si 2.5191 15.6453 8.7739
Si 6.265 2.815 9.1038
Si 6.7903 7.3867 9.5002
Si 6.0507 12.1478 9.2025
Si 6.2896 15.2592 8.6956
Si 10.1848 3.3588 8.8017
Si 10.1942 6.4205 9.1453
Si 10.1236 11.2526 9.3402
Si 10.2491 15.7715 9.2508
Si 2.7359 5.3988 11.311
Si 2.3626 -1.2807 11.4263
Si 2.3969 2.8373 15.4873
Si -0.1762 7.4099 15.6763
Si 13.1851 9.3296 17.3072
Si 4.9296 -4.7226 13.9941
Si 5.658 1.591 19.425
Si 10.8589 -1.8842 11.4428
Si 4.0568 8.1166 15.6923
Si 9.2092 8.6343 10.8568
Si 8.8246 5.7017 16.0149
Si 5.8956 4.5679 19.6074
Si 2.3304 0.4257 13.7985
Si 7.6965 -4.507 14.8232
Si 9.9417 9.4381 13.8264
Si 2.2526 5.8081 14.4322
Si 2.7485 -1.4486 17.8675
Si 12.9023 2.596 20.5362
Si 3.9621 11.7428 11.4172
Si 11.43 1.2894 15.272
Si 8.3712 8.1231 19.8604
Si 6.8285 -3.36 17.4569
Si 10.2205 -3.1021 14.1881
Si 6.9232 4.6138 14.3607
Si 5.9833 5.9234 16.862
Si 5.9183 4.956 11.3457
Si 2.6654 -5.5363 20.239
Si 9.941 2.4721 19.9388
Si 8.9274 2.7675 15.4523
Si 7.1078 -0.7608 18.2295
Si 8.8458 5.2414 19.9618
Si 8.3806 -4.5203 19.7095
Si 0.9517 -3.2121 16.2013
Si 5.0903 -2.5244 19.5213
Si 5.7923 9.4237 20.3842
Si 9.581 0.7358 17.471
Si 3.474 -2.1657 15.1229
Si 2.8086 1.6414 18.1948
O 13.3781 9.6815 18.8816
O 6.8375 -1.7831 16.9643
O 2.6042 3.3513 -1.2228
O 2.5102 5.9097 -1.9024
O 2.8133 8.5897 -1.6337
O 2.3887 11.1554 -0.9941
O 9.244 3.814 19.25
O 6.9054 -4.8321 20.3345
O 8.1737 -3.5983 18.3721
O 6.7053 6.0013 -2.0313
O 3.0388 0.7024 -2.0895
O 11.0861 -2.8279 15.5651
O 5.7775 9.2525 -2.0693
O 6.42 11.388 -0.7866
O 6.3232 13.9891 -1.0611
O 10.1445 3.6483 -1.2924
O 8.7234 -0.4794 18.1503
O 9.9323 6.3635 -1.9599
O 9.385 4.1687 16.1911
O 10.477 9.912 -1.6768
O 7.6209 3.124 14.5234
O 10.1257 11.3033 0.3755
O 4.2674 -5.7537 19.7969
O 2.4758 1.6466 9.5835
O 3.5271 13.2042 12.0496
O 2.1448 4.1099 10.4799
O 2.3224 6.7896 10.5691
O 8.1192 5.75 14.523
O 10.0503 6.7214 16.2027
O 9.1049 6.7459 19.3135
O 2.7023 11.446 10.4384
O 6.2187 1.2028 9.631
O 8.6815 9.6533 14.8649
O 2.3883 9.1394 9.4641
O 5.4178 11.651 10.6675
O 4.0545 -4.8163 12.6276
O 0.8108 6.2894 15.0282
O 6.1693 13.8048 9.5275
O 6.7188 6.2011 10.6553
O 10.3311 -0.5163 10.701
O 10.656 -4.569 13.5831
O 2.3303 0.1643 12.2003
O 10.2115 4.8095 9.6666
O 10.069 9.7662 10.0532
O 9.302 8.8797 12.4524
O 10.2521 -3.1321 10.5786
O 7.2452 5.2462 20.1958
O 5.829 4.8845 15.5785
O 6.6999 8.1904 19.6928
O 6.8791 -4.4048 16.2276
O 12.3608 0.3227 14.3302
O 2.8716 1.9227 14.1992
O 5.3444 5.3748 18.2753
O 6.2542 4.7705 12.9183
O 10.1577 2.0899 14.5778
O 12.6209 10.6688 16.5614
O 12.4801 -1.9525 11.4705
O 8.5426 1.6805 16.6145
O 4.5991 -3.2566 14.6808
O 10.235 1.9341 9.726
O 8.6276 -3.176 14.6
O 10.3673 -1.9839 13.0097
O 4.345 5.2711 11.2339
O 10.3096 1.528 18.6719
O 0.4893 8.1556 16.9707
O 11.044 8.4493 14.4792
O 9.9667 7.2141 10.5741
O 6.426 -1.5293 19.5301
O 4.6297 9.378 14.8373
O 4.0662 1.5397 19.1928
O 3.2485 2.3976 16.8113
O 3.8063 -1.7616 16.6639
O 6.5422 -4.6779 13.6825
O 1.3854 -2.3362 17.5383
O 7.6421 8.6133 10.3063
O 3.3448 -0.7115 14.3936
O 6.3274 3.5948 10.5608
O 2.2816 0.1173 17.8852
O 3.0118 8.7715 16.7464
O 5.2636 7.3479 16.4949
O 2.1747 5.4854 12.838
O 2.7768 -0.9977 9.8917
O 10.7946 0.3171 16.4421
O 11.3173 2.8877 20.6771
O 2.2046 -6.66 21.3247
O 5.8007 1.5618 -2.0408
O 8.7707 8.2728 21.4394
O 0.8246 2.4861 15.812
O 2.6407 4.4117 15.1954
O 3.6314 -1.8232 19.1984
O 10.081 1.0656 -2.193
O 6.3487 0.6681 18.2582
O 3.3429 6.9969 14.7295
O 5.4432 -3.5993 18.3082
O 2.0271 -2.9169 15.0077
O 6.2202 3.709 -0.8313
O 1.6995 2.5665 18.9477
O 7.6147 6.0858 17.0696
O 9.0064 9.4971 19.2009
O 6.2399 3.0672 19.1024

Results
free energy: -142070.210 eV
free energy less fixed offsets of O -569.03, Si -635.61 eV per atom: 4.530 eV
pressure: -0.62 GPa
stress xx, yy, zz, yz, xz, xy (GPa, positive in tension): 0.1, 1, 0.77, -0.02, 0, -0.29

Forces (eV/angstrom), in the order of the atoms: element, x, y, z
Si 0.0214 0.0058 0.231
Si 0.0345 -0.1545 -0.0702
Si -0.0753 0.0296 0.0855
Si 0.0189 -0.0178 -0.1905
Si 0.0131 -0.2614 -0.1654
Si 0.0672 0.0257 -0.2571
Si 0.0178 0.12 -0.3233
Si 0.0396 0.2897 -0.405
Si 0.053 -0.085 -0.1525
Si 0.0264 0.0958 0.0365
Si 0.0063 0.2043 -0.0097
Si -0.2467 0.0933 0.0462
Si 0.0298 -0.0335 -0.0433
Si -0.0949 -0.0194 -0.0061
Si -0.1031 0.0238 -0.2848
Si 0.0154 -0.0532 -0.2
Si -0.1658 0.0359 -0.1322
Si 0.1098 -0.0606 -0.1852
Si -0.0361 0.0297 -0.2873
Si 0.053 -0.0822 -0.1537
Si 0.034 0.189 -0.1896
Si -0.0949 -0.0662 -0.1893
Si 0.1098 0.0488 -0.337
Si 0.0723 -0.1701 -0.2763
Si 0.0884 -0.123 0.1199
Si 0.0056 -0.1325 -0.0136
Si 0.0399 0.0026 0.3333
Si 0.0426 0.1563 -0.0651
Si -0.0769 -0.03 0.1146
Si 0.0064 0.0378 0.0055
Si 0.0505 -0.0379 0.4091
Si -0.0941 0.2479 -0.035
Si -0.0192 -0.0275 -0.1287
Si 0.0277 -0.1322 -0.0376
Si -0.0093 -0.0474 0.2101
Si -0.0071 0.0587 -0.1712
Si 0.0506 0.1105 -0.1393
Si 0.0295 0.0725 0.107
Si -0.1712 -0.0122 -0.164
Si 0.058 -0.0059 0.0884
Si -0.0057 -0.1028 -0.2389
Si -0.0114 0.025 0.0564
Si 0.1849 -0.048 -0.2312
Si -0.0496 -0.015 0.0419
Si 0.0041 -0.0537 -0.1532
Si -0.096 0.0679 0.0946
Si 0.0286 -0.1166 -0.1717
Si -0.0018 -0.0999 0.1707
Si 0.0489 -0.0609 0.0365
Si -0.1019 -0.0666 -0.0152
Si -0.0209 0.058 0.1243
Si 0.1816 0.0396 -0.0316
Si -0.0728 0.1435 -0.0127
Si 0.0883 -0.0064 -0.0191
Si -0.1352 -0.0617 -0.0077
Si 0.044 -0.0328 0.0632
Si 0.0396 0.0481 -0.0196
Si 0.0003 -0.0505 0.0097
Si 0.1572 0.1153 -0.1088
Si -0.1589 -0.0112 -0.17
Si 0.0054 0.1228 -0.1837
Si 0.0513 0.0415 0.1201
Si 0.0199 0.0327 -0.088
Si -0.1161 0.0105 -0.241
Si 0.0296 -0.1339 -0.1489
Si -0.0373 -0.0192 -0.1129
Si 0.0423 0.1038 0.2797
Si -0.0018 -0.1097 0.0281
Si -0.0078 -0.0004 -0.138
Si 0.0318 0.2032 -0.211
Si -0.0462 -0.1281 0.0082
Si 0.0114 -0.0623 0.1182
Si -0.0488 -0.0548 0.2975
Si -0.0126 0.0295 0.2871
Si -0.152 -0.0866 0.0137
Si -0.0521 -0.0057 0.1847
Si -0.0653 0.0121 0.2214
Si 0.0775 0.2025 0.1285
Si 0.0559 0.0975 0.0111
Si 0.1425 0.067 0.2645
Si 0.0124 -0.0594 0.2962
Si -0.1287 -0.0242 0.2525
Si 0.1335 -0.0512 -0.0157
Si 0.0311 0.0347 0.2136
Si -0.0794 -0.1938 0.4345
Si -0.116 0.3047 0.2546
Si 0.0432 0.1667 0.3059
Si 0.1215 -0.048 0.2938
Si 0.0759 -0.2695 0.4288
Si 0.278 -0.2958 -0.1826
Si -0.2197 0.2305 0.2549
Si -0.0829 0.0814 0.3939
Si 0.0452 0.0062 0.4032
Si 0.2524 -0.1209 0.1
Si -0.0556 -0.1652 0.0316
Si -0.0649 0.1656 0.2526
Si -0.1516 0.001 -0.1421
Si 0.101 0.1195 0.116
Si 0.0346 -0.0881 0.0499
Si -0.0557 0.0304 0.0038
Si -0.0301 -0.0565 -0.3212
Si 0.0879 0.0649 0.2082
Si -0.0798 -0.042 -0.4046
Si -0.0602 -0.0248 0.0725
Si 0.0759 0.0038 0.0237
Si 0.1198 -0.0469 -0.0254
Si 0.1081 0.0891 -0.0743
Si 0.0959 0.0451 -0.2295
Si 0.0702 -0.0001 0.234
Si -0.0497 0.0486 0.1318
Si 0.0321 0.1581 0.3531
Si -0.0305 0.0724 0.3484
Si -0.0031 -0.0092 -0.3367
Si 0.0377 0.0096 -0.1525
Si -0.1036 -0.0421 0.2738
Si 0.0586 -0.0064 0.0066
Si 0.0458 0.1123 0.043
Si -0.0192 0.0891 -0.2378
Si -0.0942 -0.2198 0.2703
Si 0.1523 0.0134 0.2565
Si 0.0264 0.0804 -0.1385
Si 0.0922 -0.0174 -0.0346
Si -0.0278 -0.1379 0.0388
Si 0.0933 -0.0967 -0.4347
Si -0.0929 0.0203 -0.0575
Si 0.1345 -0.0974 -0.3266
Si -0.1948 0.0481 -0.1473
Si -0.0925 0.0392 -0.4523
Si -0.0354 0.0014 -0.0833
Si 0.1399 -0.0317 -0.3973
Si 0.1957 -0.0256 -0.0603
Si -0.1756 -0.1944 -0.2419
Si 0.0571 -0.0081 -0.1124
Si 0.1177 -0.1289 -0.4058
O 0.0669 0.0694 0.2965
O 0.0011 -0.0199 0.1921
O -0.0445 0.266 0.2775
O -0.0305 0.0668 -0.0584
O -0.0384 -0.1051 -0.0213
O 0.1269 0.0528 0.3708
O 0.0721 -0.1189 0.173
O -0.1174 0.1143 0.0798
O 0.0788 -0.0883 0.2836
O -0.0076 -0.1337 0.5166
O -0.1721 0.2481 0.1652
O 0.007 0.0356 -0.0881
O -0.0671 0.039 0.5819
O -0.1244 -0.1739 0.3864
O -0.0321 0.0607 0.0218
O -0.0217 -0.0644 0.2495
O -0.0314 0.0357 0.1424
O 0.0233 -0.2445 0.2861
O -0.0254 -0.0506 -0.0048
O 0.0616 -0.266 0.3097
O -0.0212 0.0854 0.003
O 0.0596 -0.2851 -0.0865
O -0.1796 0.0276 0.1088
O -0.053 -0.0126 -0.5503
O 0.0415 -0.0298 -0.1223
O 0.0557 -0.0248 -0.317
O 0.0566 -0.0728 -0.2142
O -0.0976 -0.1169 0.0286
O -0.0183 -0.0222 0.0528
O -0.0486 -0.0421 0.091
O -0.0485 -0.068 -0.194
O 0.0915 0.2452 -0.6553
O 0.0998 -0.0274 -0.1492
O 0.0675 0.0195 -0.4403
O 0.2048 0.012 -0.207
O 0.0273 0.0932 -0.2264
O 0.0903 -0.0327 -0.0829
O 0.1301 -0.4025 -0.3874
O -0.1364 0.1664 -0.1175
O -0.0025 0.1285 -0.2285
O -0.0137 -0.0213 -0.0833
O -0.0264 -0.1658 -0.1092
O -0.0143 0.1978 -0.489
O -0.1422 0.0276 0.0093
O -0.0956 -0.0573 -0.2467
O 0.0032 0.0407 -0.1496
O 0.0629 0.0033 0.0337
O 0.0709 -0.064 -0.0942
O 0.0157 0.0066 0.1235
O 0.0049 0.0414 0.0846
O 0.0179 0.0364 -0.0667
O -0.062 -0.0403 0.005
O 0.0489 -0.0864 0.2535
O -0.0977 0.0347 -0.3214
O 0.0001 -0.0091 0.1022
O 0.0558 -0.0876 0.096
O 0.0035 -0.0067 0.0085
O 0.0828 0.0646 0.0231
O -0.0255 -0.0813 -0.0557
O -0.0374 -0.1692 -0.5648
O 0.0791 -0.0375 -0.115
O 0.0531 0.1149 -0.2616
O -0.0021 0.0029 0.1089
O -0.0042 0.1599 0.3409
O 0.0312 0.0611 0.0466
O -0.0246 0.0203 -0.1143
O -0.0426 0.0411 -0.0231
O -0.0471 -0.0161 0.1254
O -0.0138 0.0548 -0.0687
O -0.05 0.0034 0.1587
O -0.0669 -0.0611 0.101
O -0.1251 0.017 0.0756
O -0.0431 -0.0072 -0.0803
O 0.0897 0.057 0.1149
O -0.3172 -0.112 -0.0627
O -0.0782 0.0486 -0.0073
O -0.0194 0.0387 -0.1871
O -0.0071 0.0883 0.1455
O -0.0936 0.0809 0.0949
O -0.0191 -0.0311 -0.0127
O 0.0676 -0.0693 -0.2402
O -0.0429 0.0291 -0.0863
O -0.02 0.1228 0.0292
O 0.0129 0.0411 0.1187
O -0.0734 -0.036 -0.0037
O 0.0445 0.0014 0.3597
O 0.1127 -0.0075 0.0198
O -0.0549 -0.0513 0.0023
O 0.0076 0.1091 -0.0781
O 0.0493 -0.0466 0.1885
O 0.1294 0.29 0.4056
O -0.0591 0.1678 0.2529
O -0.0882 -0.1193 -0.1235
O -0.0622 0.0693 0.2185
O 0.0079 0.0487 0.0429
O 0.0862 -0.0979 0.122
O -0.1018 0.1082 0.3898
O -0.0095 -0.0224 0.0294
O -0.0159 0.0284 0.1205
O 0.0111 -0.0712 0.0665

The program warned: the cutoff lies below the one the program advises for these potential files.
